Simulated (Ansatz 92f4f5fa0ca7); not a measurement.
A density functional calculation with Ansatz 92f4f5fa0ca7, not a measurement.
Periodic cell of 211 atoms, Si128O83, from a study of silicon, its oxide and their interface. The atomic structure is a simulated model.
Doubt: the cutoff is far below the 930 eV that the study's wrapper takes by default for these files, so forces and energies are approximate.
This geometry differs little from another in the collection (a relaxation step or a small displacement).

Settings: functional PBE; potential files Ansatz PAW; basis plane waves; wave-function cutoff 580 eV; density cutoff ratio 5; exchange-correlation grid ratio 1; k mesh 1 x 1 x 1, Gamma-centred; self-consistency stop 5e-08 eV per atom in the density residual; occupations fixed; spin none; net charge 0.

Cell vectors (angstrom)
a, 10.938, 0, 0
b, 0, 10.938, 0
c, -3.7813, 3.5323, 30.8486

Atoms and the computed forces on them: element, x, y, z (angstrom), force x, y, z (eV/angstrom)
Si, 6.5629, 12.276, 23.4295, -0.006, -0.0043, 0.0007
Si, 4.7535, 13.8592, 23.364, -0.0004, 0.001, 0.0012
Si, 7.5528, 6.5511, 22.9449, 0.0132, 0.0085, 0.0098
Si, -0.3285, 8.5384, 23.5291, -0.0132, -0.0165, 0.0078
Si, 2.3637, 11.0513, 23.4223, 0.0054, 0.0007, 0.0011
Si, 9.8806, 15.3645, 22.9672, 0.0095, -0.0021, 0.0059
Si, 1.3046, 6.7509, 23.511, -0.0021, 0.0035, 0.0013
Si, 5.7681, 10.4212, 24.6789, 0.0021, 0.0075, -0.0059
Si, 8.4572, 13.0953, 24.5609, -0.0006, 0.0004, -0.003
Si, 5.6168, 4.7369, 24.6463, -0.0078, -0.0161, 0.0071
Si, 8.6556, 7.7511, 24.6339, 0.0082, 0.0056, -0.0147
Si, 0.5445, 10.3082, 24.7564, -0.0081, 0.006, 0.0092
Si, 3.0596, 12.9509, 24.6702, -0.0022, 0.0005, -0.0024
Si, 11.2004, 16.0209, 24.7913, 0.0006, 0, 0.0034
Si, 3.0397, 7.6484, 24.8032, 0.0032, -0.0062, 0.001
Si, 4.4381, 11.7311, 26.1452, 0.0004, -0.0036, 0.0068
Si, 7.1902, 14.4976, 26.0289, 0.0018, 0.0033, 0.0048
Si, 4.3883, 6.1861, 26.0548, -0.0001, 0.004, -0.002
Si, 7.191, 9.043, 25.9759, 0.0018, 0.0005, 0.0032
Si, 9.9147, 11.7239, 25.9139, 0.0085, -0.0057, -0.0044
Si, 12.5812, 14.4373, 25.9477, 0.0003, -0.0016, -0.0005
Si, 9.8023, 17.2616, 26.1565, 0.0004, 0.0008, 0.0114
Si, 1.7378, 8.9825, 26.2416, 0.0078, 0.01, 0.0018
Si, 3.0879, 10.3827, 27.5111, 0.0012, 0.0024, -0.0045
Si, 5.8228, 13.1257, 27.4345, 0.002, 0.0017, -0.005
Si, 3.0054, 4.8473, 27.4075, 0, -0.0016, 0.0012
Si, 5.8026, 7.6249, 27.3656, -0.0004, 0.0009, 0.0037
Si, 8.5456, 10.388, 27.3799, -0.0004, -0.0009, 0.0003
Si, 11.2334, 13.0887, 27.3671, 0.0014, 0.0005, 0.0011
Si, 8.4959, 15.8361, 27.4656, 0.0008, -0.0024, -0.0003
Si, 11.2369, 7.6304, 27.4902, -0.0023, -0.0052, -0.0001
Si, 4.4222, 9.0013, 28.7976, 0.4471, -0.2443, 0.0858
Si, 7.1567, 11.7358, 28.7976, 0.25, -0.0016, -0.1194
Si, 4.4222, 3.5323, 28.7976, -0.0395, 0.0155, -0.0657
Si, 7.1567, 6.2668, 28.7976, -0.2251, 0.1709, 0.0481
Si, 9.8912, 9.0013, 28.7976, -0.182, 0.2823, 0.1435
Si, 12.6257, 11.7358, 28.7976, -0.2216, 0.2405, -0.015
Si, 9.8912, 14.4703, 28.7976, 0.0638, -0.1189, -0.1616
Si, 12.6257, 17.2048, 28.7976, -0.1047, -0.3102, 0.0918
Si, 5.7894, 10.3685, 30.1649, 0.0351, -0.2143, -0.0114
Si, 8.5239, 13.103, 30.1649, 0.0591, 0.0244, 0.01
Si, 5.7894, 4.8995, 30.1649, -0.0316, 0.1596, -0.0039
Si, 8.5239, 7.634, 30.1649, -0.1169, 0.0447, -0.0028
Si, 11.2584, 10.3685, 30.1649, -0.0218, 0.0899, 0.0091
Si, 3.0549, 13.103, 30.1649, -0.0839, -0.023, 0.004
Si, 11.2584, 15.8375, 30.1649, 0.0249, -0.0729, 0.0113
Si, 3.0549, 7.634, 30.1649, 0.1334, -0.0176, -0.025
Si, 8.2035, 8.2035, 0.6835, 0.0176, 0.0259, -0.0333
Si, 10.938, 10.938, 0.6835, -0.001, -0.0764, -0.0235
Si, 8.2035, 2.7345, 0.6835, -0.0276, -0.1016, 0.0487
Si, 10.938, 5.469, 0.6835, 0.0164, 0.1433, -0.0357
Si, 13.6725, 8.2035, 0.6835, 0.0117, -0.0847, 0.0554
Si, 5.469, 10.938, 0.6835, -0.0014, 0.0939, -0.0236
Si, 13.6725, 2.7345, 0.6835, 0.0565, 0.0385, -0.0424
Si, 16.407, 5.469, 0.6835, -0.0751, -0.0443, -0.0293
Si, 6.8362, 6.8362, 2.0507, 0.1246, -0.0194, 0.4824
Si, 9.5708, 9.5708, 2.0507, 0.145, 0.0107, -0.3154
Si, 6.8362, 1.3673, 2.0507, -0.051, -0.1559, -0.4836
Si, 9.5708, 4.1018, 2.0507, 0.0909, 0.1453, 0.6177
Si, 12.3052, 6.8362, 2.0507, -0.3756, -0.0215, -0.6152
Si, 15.0397, 9.5708, 2.0507, 0.1219, 0.1595, 0.5396
Si, 12.3052, 12.3052, 2.0507, -0.0991, -0.0829, 0.5412
Si, 15.0397, 4.1018, 2.0507, 0.0337, -0.0389, -0.6862
Si, 8.2229, 5.4939, 3.5022, -0.0059, 0, 0.0057
Si, 10.9449, 8.2031, 3.3878, 0.0018, 0.0039, 0.0048
Si, 8.2051, 10.9347, 3.3709, 0.0033, 0.0003, 0
Si, 10.9292, 2.7203, 3.4975, 0.0029, -0.0001, -0.0028
Si, 13.624, 5.4348, 3.308, 0.0045, 0.0012, -0.003
Si, 5.5084, 8.2322, 3.4724, 0.0006, -0.0029, -0.0008
Si, 13.6636, 10.9346, 3.4953, 0.0011, 0.0036, 0.004
Si, 5.4727, 2.7363, 3.3391, 0.0027, 0.0018, 0.0016
Si, 9.6429, 6.902, 4.8786, 0.0039, -0.0038, -0.0012
Si, 12.2354, 9.5416, 4.8465, -0.0025, 0.001, -0.0056
Si, 9.4512, 12.3022, 4.8214, -0.0065, -0.0009, -0.0001
Si, 12.4027, 4.0772, 4.8058, 0.0007, -0.0027, 0.002
Si, 3.9887, 6.8344, 4.6331, -0.011, 0.0084, -0.0123
Si, 6.9802, 9.578, 4.8665, 0.0043, -0.0012, -0.0005
Si, 15.1033, 12.3586, 4.7785, -0.0023, -0.0025, -0.0027
Si, 6.7911, 4.0563, 4.7668, 0.0099, -0.0006, -0.012
Si, 8.7798, 8.6864, 6.2786, 0.0007, 0.0055, -0.0056
Si, 10.4127, 10.5341, 6.0403, -0.0011, -0.002, -0.0007
Si, 7.6542, 2.2937, 6.1108, -0.0017, 0.0006, 0.0012
Si, 11.5154, 5.9169, 5.9618, -0.0073, 0.0053, -0.0029
Si, 2.2395, 7.6652, 6.014, 0.0039, -0.0032, 0.0011
Si, 5.9863, 11.419, 5.9591, 0.0076, 0.0047, -0.0159
Si, 14.2485, 3.2137, 6.087, -0.004, 0.0047, -0.0057
Si, 4.8907, 5.014, 5.773, -0.0213, -0.0779, -0.1456
Si, 11.4449, 11.2936, 7.996, -0.0088, 0.0127, -0.0001
Si, 4.0643, 9.2936, 23.5194, -0.0033, -0.0044, -0.0015
Si, 4.0852, 14.0062, 18.4039, 0.004, -0.0009, -0.0042
Si, 10.9052, 12.0148, 16.9712, -0.0154, 0.0036, 0.0061
Si, 5.9379, 8.3691, 18.216, 0.0005, -0.0008, -0.0053
Si, 5.9666, 5.6947, 8.5257, 0.0729, -0.0459, 0.1676
Si, 1.8506, 9.9901, 18.4679, -0.0022, 0.0002, 0
Si, 10.0523, 6.9042, 12.9609, 0.0037, -0.0032, -0.003
Si, 5.7566, 8.368, 21.0623, -0.0025, -0.0068, -0.0068
Si, 7.5104, 10.9283, 20.9408, 0.0062, 0.0033, -0.0055
Si, 11.1149, 7.7093, 19.3557, -0.003, 0.0179, -0.0189
Si, 12.3115, 3.6982, 10.655, -0.002, 0.0022, -0.0041
Si, 12.3681, 5.0215, 13.5309, -0.001, -0.0028, -0.005
Si, 1.6769, 11.4742, 21.2025, -0.002, -0.0017, 0.003
Si, 7.7617, 5.0659, 12.3758, -0.0077, -0.0033, -0.0032
Si, 13.769, 2.4324, 8.3225, 0.0012, 0.0001, -0.002
Si, 5.3414, 6.6634, 11.1837, -0.0061, -0.0089, -0.0097
Si, 3.1633, 14.1929, 20.6165, 0.0076, -0.0227, -0.0138
Si, 8.2585, 2.3093, 11.1218, 0.0008, 0, -0.0052
Si, 6.9539, 15.1012, 18.0275, 0.0014, -0.0025, 0
Si, 10.1919, 9.74, 21.5765, 0.0046, 0.0009, -0.0029
Si, 6.8169, 11.4356, 12.9458, -0.0002, -0.0059, -0.0033
Si, 4.8102, 10.8725, 8.8733, -0.0219, 0.0096, 0.0166
Si, 5.4696, 7.183, 15.2973, -0.0083, 0.0001, -0.0009
Si, 2.3106, 13.8088, 15.7312, 0.0146, -0.0023, -0.0082
Si, 8.4486, 11.0761, 15.666, 0.0025, -0.0022, 0.0001
Si, 10.8898, 11.7858, 10.9043, 0.0003, 0.0083, -0.0069
Si, 10.3412, 5.3413, 8.7771, 0.0116, -0.0017, 0.0054
Si, 7.9207, 3.2826, 8.2797, -0.0125, -0.0058, -0.0068
Si, 4.7428, 1.494, 14.6978, -0.0006, 0.0013, -0.0058
Si, 14.1713, 7.5162, 13.3054, -0.0003, 0.0019, -0.0054
Si, 12.1147, 8.93, 11.6472, 0.0026, 0, -0.0022
Si, 8.4229, 7.8067, 8.5604, 0.0052, 0.0051, -0.0037
Si, 4.5845, 11.0358, 17.4894, 0.0033, 0.0011, 0.0012
Si, 6.4089, 15.1994, 15.0168, -0.0027, -0.0016, -0.0013
Si, 8.4466, 6.8522, 17.9779, 0.0011, -0.0002, -0.0017
Si, 13.401, 8.9233, 8.7961, -0.0026, -0.0122, -0.0063
Si, 8.3214, 7.9812, 15.2255, 0.0057, -0.0047, 0.0011
Si, 6.847, 9.4607, 10.6717, -0.0009, -0.0049, -0.0088
Si, 8.3585, 12.4585, 18.3236, 0.0031, 0.0004, 0.0019
Si, 1.2109, 5.5403, 21.4632, -0.0124, -0.0124, 0.0293
O, 6.2482, 5.769, 23.5207, -0.0037, 0.0054, -0.0104
O, 9.2686, 13.8795, 23.3144, -0.005, -0.0023, -0.0027
O, 14.9368, 6.8429, 12.0462, 0.0029, -0.0002, -0.0007
O, 10.5408, 11.3673, 9.3584, -0.0028, -0.003, -0.0011
O, 8.095, 8.984, 9.6902, 0.01, -0.0021, -0.003
O, 4.5553, 12.4103, 18.3916, -0.001, 0.0002, -0.0004
O, 6.9578, 7.4266, 21.6785, 0.0007, -0.0019, -0.0062
O, 4.9955, 11.4697, 15.9833, 0.0001, 0.0006, 0.0017
O, 9.9323, 12.7884, 18.0347, -0.0069, -0.0016, -0.0001
O, 6.0061, 8.1257, 11.0144, 0.0036, 0.0035, 0.0041
O, 1.9987, 13.0298, 20.7863, -0.0025, -0.0024, -0.0009
O, 4.3592, 13.9999, 21.7399, 0.0151, -0.0028, 0.0116
O, 5.2425, 11.525, 13.4231, 0.0002, -0.001, 0.004
O, 1.6572, 14.971, 14.8022, -0.0036, 0.009, -0.0051
O, 5.3573, 15.0548, 18.3779, -0.0003, 0.0004, 0.0003
O, 10.0355, 11.4752, 15.6937, -0.0111, -0.0061, -0.006
O, 10.3406, 8.8503, 20.2165, -0.0053, 0.0119, 0.0029
O, 7.6305, 13.8299, 18.7694, -0.0006, -0.0003, -0.0025
O, 12.7875, 4.3406, 12.0902, 0.0021, -0.002, -0.003
O, 8.0699, 2.1911, 9.4991, -0.0028, -0.0057, 0.0045
O, 11.5596, 10.4786, 11.6374, -0.0011, 0.0014, 0.0063
O, 13.2978, 8.8038, 12.7836, 0.0037, 0.0003, 0.0055
O, 10.9415, 15.3615, 21.7001, -0.0042, -0.0044, -0.001
O, 2.5228, 15.6607, 20.9479, 0.0125, 0.0052, -0.0113
O, 6.3138, 9.8609, 20.7486, 0.0037, 0.01, -0.001
O, 14.8344, 12.2427, 8.9437, -0.0029, 0.0011, 0.0047
O, 4.2427, 7.9299, 14.5177, -0.0011, 0.004, 0.0027
O, 8.6751, 5.4453, 22.4617, -0.0027, -0.0032, -0.0049
O, 6.5925, 4.1899, 8.6421, 0.018, -0.0421, 0.0149
O, 7.1883, 14.9802, 16.4225, -0.0011, 0.0005, 0.0023
O, 5.3922, 5.5528, 15.1085, 0.0001, -0.0123, 0.0008
O, 4.4952, 8.5366, 22.0861, -0.0104, 0.0012, 0.0109
O, 7.6962, 5.517, 18.5489, 0.0006, -0.0018, -0.0001
O, 5.4159, 7.5413, 16.897, -0.0015, 0, 0.0059
O, 11.4113, 5.5205, 7.5735, 0.0166, -0.0044, -0.011
O, 11.0007, 11.1657, 21.3314, -0.004, -0.0019, 0.0015
O, 6.8404, 7.7277, 14.5733, 0.0056, 0.0024, -0.0089
O, 6.9124, 12.1671, 21.8027, -0.0005, 0.0038, 0.0026
O, 10.8201, 5.5469, 13.4629, -0.0046, 0.002, 0.0019
O, 13.5059, 3.5453, 9.5246, 0.0019, 0.0016, 0.0002
O, 5.545, 10.8261, 7.4355, 0.0068, -0.0119, -0.021
O, 7.7413, 11.8321, 16.937, -0.0038, -0.0031, 0.0021
O, 8.5094, 6.8189, 16.351, 0.002, -0.0003, 0.0019
O, 3.2324, 14.3203, 17.0054, 0.0103, 0.0039, 0.0114
O, 5.6825, 9.9629, 18.0113, 0.0048, 0.0032, -0.0012
O, 5.2273, 7.8183, 19.5998, -0.0008, -0.0019, 0.0054
O, 14.0988, 1.9006, 14.712, -0.0007, -0.001, 0.0027
O, 9.2087, 4.2906, 8.244, -0.0053, -0.0031, 0.0011
O, 5.571, 2.9059, 14.6948, 0.0006, 0.0016, 0.0036
O, 2.2284, 10.4983, 19.9869, 0.0027, 0.0015, 0.0061
O, 9.4953, 1.3409, 11.5909, 0.0015, -0.0008, 0.0048
O, 13.5115, 7.7677, 7.658, -0.0014, -0.0065, -0.0076
O, 8.1527, 11.4007, 19.5351, -0.0009, -0.0022, 0.0022
O, 0.851, 6.5692, 20.2683, 0.0039, 0.0188, 0.0048
O, 14.8716, 9.5234, 9.11, 0.0142, -0.0034, 0.0095
O, 1.0962, 13.0019, 16.4135, -0.0049, 0.0049, -0.0041
O, 11.8671, 2.1502, 10.9688, 0.0005, 0.0001, 0.0054
O, 8.6481, 10.187, 21.8381, -0.0053, 0.0002, 0.0005
O, 5.0651, 5.7799, 7.2143, -0.1147, 0.0918, -0.0428
O, 12.698, 8.46, 10.1878, -0.0076, -0.0126, 0.0087
O, 3.1474, 10.2515, 17.5185, 0.003, -0.0014, -0.002
O, 1.3844, 8.4188, 18.4999, -0.0012, -0.0037, -0.0033
O, 7.2747, 10.0902, 12.1258, 0.003, 0.0052, 0.0167
O, 7.5514, 8.1457, 18.4253, 0.0034, 0.0008, 0.001
O, 13.2178, 6.3515, 13.8851, 0.0015, 0.0051, 0.0048
O, 9.6659, 6.8244, 9.0723, -0.0063, 0.0142, 0.0058
O, 7.127, 6.824, 8.4257, 0.0767, 0.0733, -0.01
O, 8.7202, 6.3688, 12.1991, 0.0036, 0.0041, 0.004
O, 8.3254, 9.4689, 15.8685, 0.0001, 0.0043, 0.0035
O, 4.9481, 6.044, 9.7367, -0.0261, -0.0006, 0.039
O, 6.3012, 5.5422, 11.8629, 0.0029, 0.0005, 0.0031
O, 9.5529, 7.8568, 14.1835, 0.0015, -0.0005, 0.0025
O, 11.1252, 4.68, 10.0587, 0.0012, -0.0008, 0.0072
O, 6.98, 1.7971, 11.974, -0.0005, 0.002, 0.003
O, 5.9851, 10.6862, 9.9936, 0.0143, 0.0077, 0.0151
O, 12.5501, 10.1189, 8.1377, 0.0037, 0.0098, -0.0112
O, 7.7721, 11.5429, 14.2674, 0.0006, 0.0004, -0.0003
O, 9.9859, 6.9704, 18.4582, -0.0151, -0.0119, -0.013
O, 8.4468, 3.8918, 11.4717, 0.0033, 0.0015, 0.0026
O, 12.3074, 1.758, 7.9148, -0.0077, -0.0075, -0.0005
O, 7.5729, 4.5231, 13.9014, 0.0035, 0.0004, 0.0003
O, 10.9404, 7.8517, 11.9863, -0.005, -0.0047, 0.0058
O, 0.6059, 10.7857, 17.8052, 0.0035, -0.0139, 0.0084

Results
free energy: -128576.964 eV
free energy less fixed offsets of O -568.88, Si -635.61 eV per atom: -1.844 eV

The program warned: the cutoff lies below the one the program advises for these potential files; the forces do not sum to zero within the program's tolerance; the exchange-correlation potential is rough where the density is thin.
